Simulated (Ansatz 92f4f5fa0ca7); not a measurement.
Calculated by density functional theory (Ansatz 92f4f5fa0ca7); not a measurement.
Periodic cell of 372 atoms, Si256O116, from a study of silicon, its oxide and their interface. The atomic structure is a simulated model.
This geometry differs little from another in the collection (a relaxation step or a small displacement).

Settings: functional r2SCAN; potential files Ansatz PAW; basis plane waves; wave-function cutoff 800 eV; density cutoff ratio 5; exchange-correlation grid ratio 1; k mesh 1 x 1 x 1, Gamma-centred; self-consistency stop 1e-10 eV per atom in the density residual; occupations fixed; spin none; net charge 0.

Cell vectors (angstrom)
a 16.332 0 0
b 0 16.332 0
c 0 0 24.6095

Atoms: element, x, y, z (angstrom)
Si 1.4273 -1 -1.6136
Si 3.3942 1.3861 -1.5431
Si -1.429 3.9361 1.1416
Si 3.8263 8.2192 -1.2586
Si -0.1683 11.6582 -0.5342
Si 2.8223 14.0529 -0.2475
Si 7.2598 -3.7145 -2.5119
Si 7.2645 1.0457 -0.5803
Si 4.5597 6.109 0.4484
Si 9.8617 10.9944 -0.1996
Si 8.2248 12.7362 -0.396
Si 11.8793 14.3073 -2.0502
Si 9.295 -1.4036 -0.4352
Si 18.0965 6.2721 -2.6203
Si 10.2814 5.3479 0.1998
Si 11.8911 6.5086 1.475
Si 12.3313 12.3283 1.3579
Si 13.7928 13.7029 0.1529
Si 1.2306 1.3563 1.347
Si 4.0185 3.9845 1.3291
Si 1.6287 6.3794 1.4841
Si 4.3451 9.8712 1.3162
Si 1.4948 12.4714 0.9746
Si 4.1867 15.189 1.2654
Si 7.554 1.9596 1.5337
Si 9.1989 3.7632 1.6035
Si 6.5972 6.7555 1.4508
Si 8.0646 10.8166 2.7442
Si 6.646 12.0361 1.3095
Si 10.2394 15.578 1.59
Si 13.4084 2.1424 0.25
Si 11.9698 1.0087 1.7592
Si 15.0857 9.2981 1.2519
Si 12.9845 7.612 -0.2136
Si 12.6224 11.8569 -3.2232
Si 14.8871 15.0592 1.6661
Si -0.0987 2.7137 2.7335
Si 2.7172 0.0556 2.6572
Si 0.2463 8.0569 2.5786
Si 2.7959 5.1715 3.0258
Si 0.1276 13.636 2.6263
Si 2.7184 11.0432 2.5178
Si 5.5824 2.766 2.6199
Si 8.4128 0.1533 2.7995
Si 5.4202 8.2815 2.7669
Si 8.048 5.4382 2.8277
Si 5.5061 13.7025 2.5649
Si 9.2065 9.3356 1.2927
Si 10.8678 2.7192 2.9261
Si 13.5431 -0.0435 3.0954
Si 10.7731 8.1748 2.6748
Si 13.638 5.3752 2.6011
Si 11.0262 13.6864 2.7883
Si 13.6666 10.7718 2.5724
Si 1.2777 3.9386 4.2285
Si 4.1387 1.4023 3.9761
Si 1.4655 9.5519 3.9443
Si 4.0967 6.8219 4.1291
Si 1.4202 14.9918 4.0635
Si 4.087 12.3581 3.9612
Si 6.726 4.1083 4.1922
Si 9.5854 1.4073 4.3518
Si 6.7624 9.5521 4.2053
Si 9.471 6.8303 4.0989
Si 6.9 15.0319 3.946
Si 9.5211 12.2614 3.9681
Si 12.3295 4.0985 4.1139
Si 14.9676 1.4041 4.2156
Si 12.2484 9.5044 3.9751
Si 15.0408 6.7782 3.9283
Si 12.2661 14.8737 4.3692
Si 15.0529 12.1883 3.9384
Si 0.0539 0.0097 5.4632
Si 2.7625 2.648 5.474
Si -0.0397 5.4462 5.4544
Si 2.7236 8.2052 5.434
Si 0.0552 10.854 5.3385
Si 2.7623 13.6297 5.4221
Si 5.4781 0.0111 5.3408
Si 8.1154 2.755 5.5479
Si 5.4175 5.4883 5.5384
Si 8.1457 8.1619 5.5036
Si 5.3677 10.965 5.4328
Si 8.1745 13.6304 5.3564
Si 10.9202 -0.0106 5.6393
Si 13.6184 2.7632 5.5592
Si 10.899 5.4656 5.4222
Si 13.6484 8.1383 5.3161
Si 10.8908 10.8801 5.3357
Si 13.7294 13.481 5.4809
Si 1.4151 1.3394 6.8646
Si 4.0474 4.0816 6.8352
Si 1.3347 6.8252 6.7882
Si 4.0509 9.5658 6.8241
Si 1.3894 12.2263 6.7502
Si 4.1258 14.9973 6.7573
Si 6.7558 1.3405 6.8234
Si 9.522 4.1227 6.821
Si 6.8039 6.8207 6.8794
Si 9.5652 9.5342 6.7734
Si 6.7957 12.3012 6.7503
Si 9.4732 14.9486 6.8331
Si 12.2872 1.3904 6.9218
Si 14.9781 4.1235 6.904
Si 12.2967 6.8209 6.7549
Si 14.9975 9.5085 6.7035
Si 12.2523 12.1662 6.7593
Si 15.0272 14.9522 6.7943
Si 0.0537 2.7478 8.2286
Si 2.7638 -0.0275 8.1805
Si -0.0076 8.1973 8.1529
Si 2.6749 5.4349 8.171
Si 0.05 13.5983 8.1271
Si 2.692 10.8983 8.2149
Si 5.4137 2.7079 8.1881
Si 8.1179 -0.0116 8.194
Si 5.4114 8.1892 8.1838
Si 8.167 5.4512 8.2088
Si 5.4699 13.6599 8.1492
Si 8.1537 10.8891 8.0831
Si 10.8613 2.7627 8.1999
Si 13.6739 -0.0152 8.1875
Si 10.9401 8.1604 8.1411
Si 13.6103 5.513 8.2239
Si 10.8706 13.559 8.0931
Si 13.6019 10.8077 8.1013
Si 1.3757 4.1248 9.6507
Si 4.0828 1.338 9.5606
Si 1.3264 9.5137 9.5935
Si 4.0519 6.7732 9.51
Si 1.3823 14.9615 9.5185
Si 4.0977 12.3086 9.5007
Si 6.7858 4.0702 9.542
Si 9.4826 1.3798 9.5236
Si 6.7925 9.5653 9.4907
Si 9.5494 6.8175 9.5128
Si 6.7927 14.978 9.5946
Si 9.5116 12.2112 9.4601
Si 12.195 4.1638 9.5367
Si 15.0374 1.3448 9.5665
Si 12.3159 9.4581 9.5506
Si 14.9954 6.8839 9.5866
Si 12.2103 14.9464 9.4245
Si 14.9334 12.247 9.3861
Si 0.0316 -0.0699 10.9608
Si 2.7123 2.638 10.9512
Si 0.0564 5.6069 10.9928
Si 2.7583 8.1084 10.9319
Si -0.122 10.9463 10.823
Si 2.7806 13.6933 10.8807
Si 5.4699 0.0577 10.9683
Si 8.1749 2.7691 10.92
Si 5.3597 5.3753 10.894
Si 8.132 8.1527 10.8121
Si 5.4539 10.9501 10.8554
Si 8.1527 13.5226 10.8737
Si 10.8512 -0.0451 10.7897
Si 13.6066 2.7825 10.7765
Si 10.8576 5.5043 10.9724
Si 13.6703 8.1811 11.0514
Si 10.8779 10.8367 10.7785
Si 13.5511 13.5741 10.743
Si 1.395 1.2808 12.3842
Si 4.0752 3.9469 12.3323
Si 1.4619 6.8875 12.5269
Si 4.1215 9.5626 12.1817
Si 1.3387 12.2891 12.0516
Si 4.1116 15.0424 12.3287
Si 6.8407 1.4573 12.3213
Si 9.4841 4.134 12.3439
Si 6.7395 6.7803 12.1529
Si 9.4928 9.5229 12.1269
Si 6.767 12.2401 12.3231
Si 9.518 14.8884 12.1756
Si 12.2224 1.3791 12.0364
Si 16.2131 2.7735 13.3908
Si 12.2131 6.8332 12.3848
Si 14.9814 9.6602 12.4096
Si 12.2366 12.2029 12.1036
Si 14.8515 14.8731 12.1703
Si -1.4244 4.2102 12.134
Si 2.931 0.1214 13.8576
Si 2.2689 9.181 18.0235
Si 4.4076 5.9312 15.1253
Si -0.0646 13.5245 13.4673
Si 2.3968 10.6605 13.3359
Si 6.8586 4.0765 17.5304
Si 8.1317 -0.1009 13.4828
Si 5.5482 8.2591 13.5603
Si 8.0287 5.503 13.6581
Si 6.5771 15.2232 14.9534
Si 8.1116 10.7492 13.575
Si 12.718 3.3462 14.7811
Si 13.5892 0.0862 13.4104
Si 10.7813 8.264 13.6234
Si 13.4735 5.3165 13.6928
Si 9.7595 11.7767 14.7842
Si 13.3522 10.9084 13.723
Si 0.9922 3.9911 15.006
Si 4.4846 1.2648 15.2555
Si 0.6194 8.9359 13.613
Si 2.6795 5.1525 13.7845
Si 1.9192 14.8422 15.2012
Si 3.5984 12.1872 14.7083
Si 5.5607 2.8066 13.8383
Si 9.7661 0.9913 14.7246
Si 7.3163 8.9859 14.9077
Si 9.0121 7.295 14.7517
Si 5.3382 13.5541 13.6866
Si 10.7916 13.3864 13.4703
Si 10.8905 2.6345 13.4988
Si 14.5455 1.8169 14.6425
Si 14.6676 11.7508 15.4631
Si 15.2651 6.1965 16.039
Si 12.2593 15.4982 15.0292
Si 11.5119 10.0745 14.9517
Si -0.8863 37.4236 18.5594
Si 17.6494 -18.991 20.2762
Si -7.0211 8.4591 19.1463
Si -4.7999 36.1698 22.7366
Si 23.1511 8.9292 17.2417
Si 20.7937 -9.2111 17.7964
Si -12.4194 4.9934 19.9836
Si 25.0593 13.8681 19.7063
Si -8.2055 -8.6619 24.529
Si -7.306 2.0202 17.4871
Si 7.5134 7.9906 21.4187
Si 11.4508 9.4047 22.5859
Si 11.5426 3.5713 17.6793
Si -13.9636 2.9212 24.6437
Si 14.4353 25.2736 19.7875
Si 16.3189 25.4592 15.8692
Si 10.4481 6.4986 17.4888
Si -19.9893 23.5039 21.5735
Si -4.3875 8.9813 17.8928
Si 4.9143 14.7134 22.3782
Si 7.8723 13.1929 16.7918
Si -12.0504 2.4763 18.1565
Si 13.0102 20.875 20.2534
Si -0.7165 -21.079 21.0939
Si 0.7217 4.7437 24.5865
Si -2.3854 -2.0554 17.2826
Si 19.8828 -4.6394 19.3687
Si 16.8481 -0.7858 17.9044
Si 6.409 4.6091 15.1593
Si -25.8163 21.3635 20.3842
Si -11.5896 -15.5974 20.5273
Si -20.8062 13.8855 19.6714
Si -0.0151 18.4604 17.142
Si 24.9214 19.0051 21.7306
Si 21.645 -4.7967 17.0919
Si 16.7868 7.1422 19.4886
Si 5.4571 -6.2341 21.3844
Si -0.5267 0.2315 24.7998
Si 21.4442 0.0604 24.0508
Si 7.8478 33.1836 19.8502
O -3.9311 -22.3561 -2.9649
O -2.1486 12.247 -3.1767
O -16.2171 11.3769 -2.1297
O -8.4488 3.9092 -3.6657
O -13.2688 -9.5047 0.7315
O -4.2947 -4.0369 -4.6606
O 10.7374 4.9364 -7.1923
O -11.907 -0.7946 -3.5943
O 12.2972 18.8168 -0.8961
O -7.9957 19.7907 -6.9876
O 7.2575 22.7737 -3.5669
O 4.0117 6.0045 -7.9037
O 10.6554 -7.0119 -5.7791
O -17.7124 -19.9178 -0.5091
O 2.7503 5.3003 -3.5199
O 4.2564 11.2773 -8.7157
O -0.6161 10.2326 0.0798
O 5.3074 4.6334 -3.858
O -5.8935 -1.4552 -1.6164
O 13.295 9.321 -5.9078
O 12.9227 -2.0779 -6.0797
O -0.4566 12.4409 -9.9854
O 7.6425 24.5048 -1.5782
O 19.9269 9.1855 0.0393
O 4.5489 7.4758 -10.0013
O -18.0497 17.5494 -0.3639
O 1.1345 14.8832 -5.3827
O 8.2551 16.1053 -0.9056
O 13.8275 -8.1819 -3.5711
O -4.3954 -22.8125 -8.0821
O 15.3903 31.2151 -6.9411
O 44.8931 9.0028 -0.6542
O -3.1222 23.0439 -1.5701
O 20.2081 34.6287 -7.9743
O -8.7805 -1.6891 16.1383
O 11.1656 4.8668 23.5202
O -6.2371 2.9868 22.2214
O -2.1979 12.7931 16.608
O 8.8254 17.7515 20.7487
O -8.0829 0.8815 18.3198
O 9.6401 -9.4353 18.8305
O -8.2446 -1.0416 20.0906
O -9.9986 25.2216 20.7525
O -1.2107 17.926 16.1772
O 18.8693 10.6188 18.6968
O 28.0759 -2.3188 14.6641
O 11.8103 7.4047 17.4539
O 33.8009 2.8788 16.2306
O -3.0708 -17.3325 16.2745
O -5.7586 2.2866 17.8841
O -12.1501 18.108 21.6608
O 3.6435 -7.8434 17.5541
O 3.5714 3.7729 18.9065
O -7.088 22.8208 24.2444
O -3.9574 6.0131 20.4951
O -0.9077 7.8869 19.0869
O 14.2443 -10.0603 14.7937
O 6.3392 0.8871 20.2924
O 10.1262 -6.0977 22.9588
O 8.1689 8.9894 18.1226
O 12.2039 31.0797 21.0224
O 25.8112 39.5302 16.2578
O 15.3061 10.2128 20.2813
O 17.2955 21.7272 23.0872
O -17.3836 10.3754 16.1215
O -8.3138 13.2925 18.3769
O 12.4117 3.7456 19.0032
O 14.6142 5.4587 17.332
O 2.1682 0.397 22.592
O 4.1632 6.4112 19.2108
O 15.6678 7.7213 16.3606
O 0.2195 5.3101 15.5986
O 10.951 -16.2651 15.3934
O 22.8406 11.1761 21.9867
O 0.4695 0.84 17.9928
O 5.8765 -6.1689 17.7069
O -5.0406 -8.3222 21.7695
O 20.4121 33.8394 19.1092
O 16.4519 28.9173 20.1367
O 6.8651 5.1622 18.7476
O 2.7151 -3.4447 20.0438
O 5.5046 10.9334 25.38
O 0.598 -9.4411 21.0619
O -11.5096 6.9341 23.6306
O 5.5656 16.3716 15.5938
O -6.0405 14.0973 19.3318
O 22.8907 -4.0134 16.4415
O -7.1373 -20.1699 16.1694
O -10.4945 2.8881 17.9691
O 4.4978 27.2336 20.3851
O 0.5373 14.7565 14.3494
O 6.0144 7.5442 17.5502
O 11.2586 -4.729 24.9681
O 1.5493 -1.0954 16.7073
O 3.8321 29.9926 23.0502
O 15.8048 19.5696 18.1929
O 14.5887 4.7329 19.9379
O 8.3942 12.8367 20.917
O -3.7021 20.0455 21.5693
O 16.7743 22.0132 18.7606
O 17.5975 -1.9863 21.7286
O -23.7634 1.6226 15.9359
O 6.1698 13.8128 21.8927
O 8.8439 -7.7801 20.6758
O -14.6765 8.1051 19.0469
O -3.2791 14.658 23.6203
O 17.6288 9.425 16.7653
O 4.4854 9.3156 22.3815
O -0.0663 -0.614 23.4787
O 35.1855 -8.7773 22.6433
O 11.8152 -3.6488 22.5179
O -3.8402 3.3475 16.4042
O 14.4021 8.0601 25.0343
O 4.5331 12.3475 18.2451
O -13.704 13.3737 15.293
O 40.2641 2.2252 22.9363

Results
free energy: -229899.362 eV
free energy less fixed offsets of O -570.45, Si -639.56 eV per atom: 0.198 eV

Forces (eV/angstrom), in the order of the atoms: element, x, y, z
Si -0.0107 -0.0342 -0.1572
Si 0.0165 0.0053 -0.1232
Si -0.0012 0.0048 0.003
Si -0.0234 0.0235 -0.1681
Si -0.0068 -0.0139 -0.1403
Si 0.0418 -0.0161 -0.054
Si -0.0057 -0.0287 -0.1755
Si 0.0198 0.0306 -0.0911
Si -0.0105 0.0284 -0.0794
Si 0.0248 -0.0026 -0.0919
Si -0.0004 -0.0014 0.0111
Si 0.0102 -0.0327 -0.1863
Si 0.0249 -0.0006 -0.0829
Si 0.0104 0.0201 -0.237
Si 0.0192 -0.0034 -0.0865
Si 0.0047 0.0026 0.0099
Si -0.0263 -0.0188 -0.033
Si -0.0044 0.0111 -0.092
Si 0.0078 0.002 0.0107
Si -0.0025 -0.009 -0.0002
Si 0.0123 0.0007 -0.0076
Si -0.0147 -0.0122 -0.0732
Si -0.01 -0.0028 0.0008
Si 0.014 0.0107 0
Si 0.0033 0.0027 -0.0014
Si -0.0034 -0.0027 0.0064
Si 0.0045 0.0008 0.0022
Si -0.0011 -0.0039 0.0052
Si 0.0029 0.0076 -0.0231
Si -0.0016 0.0013 0.0034
Si -0.0346 0.0079 -0.0733
Si -0.0044 -0.0012 -0.0062
Si -0.004 -0.0039 -0.066
Si -0.006 0.0074 -0.1396
Si 0.0122 0.0015 -0.1664
Si -0.0052 -0.0091 0.0145
Si -0.0002 -0.0019 -0.0055
Si 0.0015 -0.0034 -0.0012
Si 0.0081 0.0007 -0.0016
Si 0.0071 0.0232 -0.015
Si 0.0006 -0.0044 0.0004
Si -0.001 0.0024 0.0024
Si -0.0112 -0.0018 -0.0006
Si 0.0018 -0.0011 0.0062
Si 0.0012 -0.0076 0.0066
Si -0.0047 0.001 0.0053
Si -0.0049 0.0011 -0.0009
Si 0.0043 -0.0061 0.0107
Si -0.0013 0.0011 -0.0047
Si 0.0025 0.0003 -0.0003
Si -0.0038 -0.0027 0.0006
Si -0.0016 0.002 0.001
Si -0.0057 0.0015 0.0027
Si -0.0026 0.0022 -0.0001
Si 0.0043 -0.0017 -0.0014
Si -0.0022 -0.0031 -0.0016
Si -0.0017 -0.0008 0.0011
Si 0.0054 0.0045 -0.0078
Si -0.0035 0.0024 0.0002
Si 0.0023 -0.0029 0.0024
Si 0.0002 0.0007 -0.0013
Si -0.0003 -0.0031 -0.0007
Si 0.0039 -0.0004 -0.0021
Si 0.0017 -0.0005 -0.0008
Si -0.0049 -0.0023 -0.0006
Si 0.0027 -0.0006 -0.0017
Si 0.0016 0.0013 -0.0015
Si -0.0004 0.0055 0.0043
Si 0.0017 -0.0023 0.0016
Si -0.0043 0.0001 -0.0001
Si 0.0007 -0.0035 0.0022
Si -0.0021 0.0012 -0.0013
Si -0.0018 0.0004 -0.0025
Si 0.002 0.002 -0.0003
Si -0.0053 -0.0013 0.001
Si 0.0011 -0.0014 -0.0031
Si -0.0002 -0.0023 -0.0001
Si 0.0009 0.0044 0.0004
Si 0.0007 0.0004 0.0026
Si 0.0024 0.0003 -0.0008
Si -0.0006 -0.0019 0.0032
Si -0.0013 0.0016 0.0012
Si 0.0019 0.0029 -0.0031
Si 0.0012 -0.0001 0.0006
Si 0.0012 0.0032 0
Si 0.0001 0.0028 0.0033
Si 0.0011 0.0032 0.0008
Si -0.0003 -0.0038 0.0007
Si 0.0011 0.0002 0.0011
Si 0.0004 -0.0044 0.0027
Si -0.0074 0 0.0004
Si -0.0009 -0.0009 -0.0001
Si 0.0023 -0.0004 0.0007
Si 0.0009 0.0013 0.0024
Si 0.0008 -0.0019 0.0014
Si -0.0031 0.0021 0.001
Si -0.0024 0.0016 -0.0003
Si -0.0021 0.0004 0.0027
Si 0.0037 0.0013 0.0012
Si -0.0004 0.0025 0.0012
Si 0.0009 -0.0036 0.0004
Si -0.0033 0.0002 0.0014
Si -0.0003 0.0004 0.0021
Si 0.0014 0.0018 0.0014
Si -0.0027 0.0016 0.0002
Si -0.0001 0.0008 0.0001
Si -0.0011 -0.0001 0.0004
Si -0.0033 0.0007 0.0006
Si -0.0005 0.0003 -0.0006
Si -0.0009 -0.0015 0.0005
Si -0.0051 0.0015 0.0018
Si 0.0006 0.0006 0.0005
Si 0.0002 0.0003 -0.0005
Si -0.0043 0.0009 -0.0014
Si 0.0012 0.0009 0.0028
Si -0.0011 -0.0016 0.0012
Si -0.0034 -0.0033 0.0013
Si -0.0009 0.0001 0.0017
Si 0.0007 -0.004 0.0011
Si -0.0002 -0.0008 0.0015
Si 0.0016 -0.0009 0.0017
Si 0.0028 -0.0017 0.001
Si -0.0019 -0.0024 0.0006
Si 0.0003 0.0031 0.0027
Si 0.0028 -0.0015 0.0011
Si 0.0013 0.0005 0.0019
Si -0.0048 -0.005 -0.0005
Si 0.002 0.0011 -0.0009
Si 0.0075 0.0006 -0.0006
Si -0.0031 0.0005 0.0006
Si 0.0013 0.003 0.0001
Si 0.0007 -0.0018 -0.0004
Si 0.0001 0.0017 0.0006
Si -0.0033 0.0002 0.0014
Si 0.0011 0.0026 -0.0001
Si 0.0016 0.0072 -0.0001
Si 0.0007 0.0019 0.001
Si -0.0012 0.0012 0.0004
Si -0.0004 0 0.0012
Si -0.0015 -0.0024 0.0025
Si -0.0009 -0.0028 0.0016
Si 0.0011 -0.0037 0.0002
Si 0.0005 -0.0003 -0.0012
Si 0.0011 0.002 -0.0016
Si 0.0027 0.0005 0.0013
Si -0.0009 -0.0008 0
Si 0.0027 -0.0029 0.001
Si -0.0015 0.0044 0.0036
Si -0.0023 -0.0051 -0.0017
Si -0.0024 -0.0014 0.0002
Si 0.0008 0.0017 0.0031
Si 0.0005 0.0011 0.0016
Si -0.0002 -0.0001 -0.0002
Si -0.0031 -0.0104 -0.003
Si 0.0013 -0.0061 0.0004
Si -0.0009 -0.0002 0.0004
Si 0.0013 -0.0054 0.0009
Si 0.0019 0.0016 0.004
Si -0.0044 0.0033 0.0001
Si -0.0015 0.0012 0.0002
Si 0.0035 0.0018 0.0006
Si 0.0001 0.0031 -0.0002
Si -0.0008 -0.0018 0.0011
Si 0.0037 0.0007 0.0007
Si 0.0004 -0.0033 -0.0005
Si 0.0024 0.0006 0.0023
Si 0.0023 0.0038 0.0068
Si 0.0014 -0.005 0.0012
Si 0.0011 0.0007 0.0004
Si 0.0019 0.0024 -0.0017
Si -0.0078 0.0075 0.0045
Si -0.0031 -0.0015 -0.0008
Si -0.003 0.0009 -0.0028
Si -0.0018 -0.0018 0.0024
Si -0.0038 -0.0018 0.0001
Si -0.0063 -0.0022 0.0046
Si 0.002 -0.0098 0.0001
Si 0.0071 -0.0032 0.0038
Si -0.0042 0.0001 0.0011
Si 0.0031 -0.0015 0.0013
Si -0.0034 0.0018 0.0019
Si 0.0006 0.0058 0.009
Si -0.0033 -0.007 -0.1788
Si 0.0048 0.0032 -0.0748
Si -0.0052 -0.0018 -0.033
Si 0.0025 0.0011 0.0026
Si 0.0032 0.0038 -0.1791
Si -0.0006 -0.0002 0.0005
Si -0.0017 0.011 -0.0206
Si 0.0134 -0.0033 -0.0007
Si -0.0142 0.0082 -0.0752
Si -0.0011 0.0152 0.0057
Si 0.0188 -0.0053 -0.0706
Si -0.0025 -0.0006 0.0006
Si -0.0001 0.0035 0.0121
Si -0.0113 -0.0066 -0.0231
Si 0.0165 -0.0252 -0.0537
Si -0.0025 0.0048 -0.0033
Si 0.0111 0.0005 -0.0781
Si 0.0167 -0.024 -0.0981
Si -0.0051 0.003 0.0016
Si -0.0016 -0.0012 0.0032
Si 0.0156 -0.0052 -0.1087
Si -0.0148 0.0101 -0.0794
Si -0.0044 -0.0079 0.0011
Si 0.0143 -0.0139 -0.0778
Si 0.0055 -0.0194 0.0093
Si -0.0116 0.0226 -0.0521
Si 0.0063 0.0041 0.0023
Si -0.014 -0.0059 -0.0221
Si -0.0015 0.0016 0.0089
Si -0.0175 0.0107 -0.0523
Si 0.0104 -0.0247 -0.0975
Si 0.0157 0.0104 -0.1513
Si -0.0193 0.0019 -0.0913
Si -0.0183 0.0175 -0.0771
Si 0.0033 -0.03 -0.1869
Si 0.0144 0.0029 -0.2233
Si -0.0065 -0.0014 -0.2104
Si 0.0117 -0.0002 -0.1986
Si -0.0008 0.0094 -0.1688
Si 0.0216 -0.007 -0.1854
Si 0.0317 0.0098 -0.1972
Si -0.0114 0.0068 -0.2231
Si -0.018 0.0065 -0.1271
Si 0.0181 0.0511 -0.1739
Si 0.0222 -0.023 -0.229
Si 0.0385 -0.0242 -0.176
Si -0.0001 -0.006 -0.1983
Si 0.0043 -0.0022 0.0013
Si -0.008 -0.0213 -0.1916
Si -0.0238 0.0134 -0.1323
Si -0.0295 -0.0051 -0.1784
Si 0.0201 -0.0022 -0.1997
Si -0.027 0.0097 -0.2099
Si 0.0149 -0.0091 -0.1413
Si 0.0009 -0.0046 -0.1977
Si 0.0364 0.0237 -0.225
Si 0.0383 -0.0119 -0.2244
Si -0.0105 -0.0194 -0.1886
Si 0.0142 0.0395 -0.0971
Si 0.0181 -0.0048 -0.1974
Si -0.0003 -0.0245 -0.202
Si -0.0124 0.0466 -0.1976
Si 0.0004 0.0129 -0.0008
Si -0.0309 0.0075 -0.1968
Si 0.0382 0.0493 -0.2424
Si 0.0256 0.0129 -0.2087
Si -0.0042 0.0076 -0.1699
Si -0.0042 0.0214 -0.2037
Si 0.0268 -0.0289 -0.1712
Si 0.0136 0.0002 -0.1857
Si -0.0236 0.0058 -0.1811
Si -0.003 -0.0051 -0.0708
Si -0.0044 -0.0007 0.0129
Si 0.0354 0.0037 -0.1954
O -0.0292 -0.0228 0.0822
O -0.0052 0.0068 0.0629
O 0.0222 0.0104 0.1541
O 0.0395 -0.053 0.0966
O -0.0216 -0.0381 0.0408
O 0.0099 -0.0227 0.0977
O 0.0142 -0.0007 0.0533
O 0.0108 -0.0432 0.1235
O 0.0493 -0.0349 0.1034
O 0.0123 -0.0284 0.0529
O 0.009 0.0459 0.0803
O -0.0022 0.0468 0.1154
O -0.0182 -0.0008 0.078
O -0.0178 0.0236 0.0626
O -0.0546 0.0242 0.1163
O 0.0358 -0.0141 0.1028
O -0.017 -0.0242 0.0646
O 0.0076 -0.0071 0.0733
O -0.0515 0.015 0.0913
O 0.0595 0.001 0.1081
O -0.0754 -0.0174 0.1405
O -0.0181 -0.0121 0.0461
O 0.0222 -0.0095 0.1784
O 0.0183 0.0236 0.1024
O -0.0123 -0.0344 0.0414
O 0.0078 0.0002 0.0337
O 0.0304 -0.0658 0.1402
O 0.0022 -0.0084 0.0494
O -0.0386 -0.0305 0.0998
O 0.0135 -0.0453 0.1472
O 0.0169 0.0018 0.0682
O 0.0132 -0.0208 0.0835
O -0.0002 0.0099 0.1394
O -0.009 0.0423 0.1474
O 0.0254 -0.0392 0.0871
O -0.0323 0.0343 0.1024
O 0.033 0.0074 0.0704
O -0.0066 0.0551 0.0927
O 0.0006 0.0359 0.1063
O -0.0444 -0.0442 0.1455
O -0.0169 0.0255 0.0872
O -0.0083 0.0092 0.069
O -0.0065 0.0137 0.0821
O 0.0411 -0.0007 0.0955
O 0.0206 0.0467 0.0828
O 0.0163 0.0186 0.0456
O 0.0016 0.0189 0.0698
O -0.018 -0.0364 0.0915
O 0.0277 -0.0318 0.0962
O -0.001 0.0032 0.0566
O -0.0424 -0.0025 0.1542
O -0.0255 0.0075 0.0676
O -0.0072 0.0333 0.0925
O 0.0045 -0.0102 0.0435
O -0.0024 0.0355 0.0876
O -0.0171 0.0185 0.07
O 0.0273 0.0153 0.0628
O -0.039 -0.0092 0.0747
O -0.0378 0.0394 0.1087
O 0.0631 -0.0086 0.1225
O -0.0035 0.0094 0.1455
O 0.0586 -0.0231 0.1361
O 0.0186 0.054 0.0807
O -0.0352 -0.0668 0.1531
O 0.0066 -0.003 0.0537
O 0.0282 0.0243 0.1708
O 0.0407 0.031 0.1371
O 0.0028 -0.0256 0.1117
O 0.0171 0.0075 0.0603
O -0.0212 -0.0539 0.1155
O -0.0081 -0.0164 0.0678
O -0.0325 0.0226 0.0547
O 0.0032 -0.007 0.0394
O 0.0431 0.0524 0.0788
O 0.011 -0.0348 0.0685
O -0.0198 0.0222 0.0736
O -0.0082 0.0307 0.0753
O 0.0108 -0.0635 0.1512
O -0.0111 -0.0142 0.079
O 0.0061 0.0238 0.1774
O -0.0267 0.0304 0.0773
O -0.0029 -0.0045 0.035
O 0.0357 -0.024 0.1325
O 0.0168 -0.0367 0.1069
O -0.0019 0.007 0.0416
O 0.0077 -0.0031 0.0674
O -0.0078 -0.0029 0.0681
O -0.0415 0.0339 0.0923
O -0.0372 -0.0241 0.0877
O 0.0521 -0.0393 0.1157
O 0.0204 -0.0013 0.0372
O -0.0354 -0.016 0.0658
O 0.0186 0.0096 0.0484
O -0.0477 0.0082 0.1212
O -0.0483 0.0225 0.0828
O -0.0194 0.0425 0.0841
O -0.0448 0.0013 0.0985
O -0.045 -0.0368 0.1528
O -0.0516 -0.0324 0.141
O 0.018 0.0383 0.0751
O 0.018 0.0587 0.1687
O -0.016 0.0233 0.1226
O -0.013 0.0147 0.0754
O -0.0393 -0.0067 0.1367
O -0.0323 -0.0349 0.0813
O 0.0352 -0.012 0.0968
O 0.0658 -0.0009 0.1173
O -0.0333 -0.0464 0.101
O -0.0221 0.0279 0.0729
O 0.0375 0.0213 0.0863
O -0.0156 0.0282 0.0832
O -0.0476 0.0089 0.1421
O 0.0229 0.0136 0.0521
O -0.0451 0.0108 0.1168
O -0.0135 0.0144 0.0466
O -0.0387 -0.0472 0.1225

The program warned: the cutoff lies below the one the program advises for these potential files; the forces do not sum to zero within the program's tolerance; empty levels may hold ghost states of the PAW files; the exchange-correlation potential is rough where the density is thin.
